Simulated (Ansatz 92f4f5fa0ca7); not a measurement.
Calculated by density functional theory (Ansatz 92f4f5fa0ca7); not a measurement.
Periodic cell of 237 atoms, Si146O90As1, from a study of silicon, its oxide and their interface. The atomic structure is a simulated model.
Doubt: the cutoff is far below the 930 eV that the study's wrapper takes by default for these files, so forces and energies are approximate.
This geometry differs little from another in the collection (a relaxation step or a small displacement).

Settings: functional PBE; potential files Ansatz PAW; basis plane waves; wave-function cutoff 580 eV; density cutoff ratio 5; exchange-correlation grid ratio 1; k mesh 1 x 1 x 1, Gamma-centred; self-consistency stop 5e-08 eV per atom in the density residual; occupations fixed; spin none; net charge +1 e, with a uniform compensating background and no finite-size correction.

Cell vectors (angstrom)
a  11.6015  0  0
b  0  10.938  0
c  0  0  32.0622

Atoms: element, x, y, z (angstrom)
Si  -0.197  -0.0736  23.2737
Si  3.6674  0.1987  23.1074
Si  7.548  -0.144  23.4493
Si  1.6829  1.3689  23.4232
Si  5.7325  1.3995  23.1908
Si  9.4396  1.2173  23.3639
Si  0.16  5.3095  23.4615
Si  4.12  5.29  23.3995
Si  8.0328  5.6014  23.5526
Si  2.1583  6.5803  23.3753
Si  5.9664  6.7605  23.4832
Si  10.0074  6.8617  23.6084
Si  1.9007  2.6598  25.3898
Si  5.8308  2.6504  25.2546
Si  9.6278  2.6795  25.266
Si  11.5945  3.9989  25.3877
Si  3.8912  3.9642  25.3266
Si  7.7416  4.0856  25.3505
Si  1.9706  8.1463  25.1959
Si  5.7726  8.1628  25.3673
Si  9.7087  8.2598  25.4417
Si  11.6361  9.5552  25.2656
Si  3.8631  9.5815  25.0733
Si  7.6877  9.5134  25.4131
Si  11.6486  -0.0148  27.2077
Si  3.9034  -0.0588  27.1175
Si  7.7593  -0.0261  27.2932
Si  1.9862  1.3051  27.2868
Si  5.8316  1.3154  27.2013
Si  9.6933  1.3249  27.2126
Si  11.5896  5.4655  27.2373
Si  3.8456  5.4162  27.2164
Si  7.714  5.4583  27.2726
Si  1.9357  6.817  27.1738
Si  5.7596  6.7924  27.2769
Si  9.6546  6.8137  27.2977
Si  1.9463  2.7165  29.1862
Si  5.7965  2.7159  29.1238
Si  9.6797  2.7233  29.1452
Si  0.013  4.09  29.1615
Si  3.8656  4.0841  29.1697
Si  7.7333  4.0808  29.1876
Si  1.9413  8.1831  29.1184
Si  5.7942  8.1792  29.1887
Si  9.6723  8.1891  29.2186
Si  0.007  9.5505  29.1439
Si  3.875  9.5522  29.1041
Si  7.7349  9.5391  29.2084
Si  0.0043  -0.0043  31.0848
Si  3.8638  -0.001  31.0602
Si  7.7303  0.0039  31.1101
Si  1.933  1.3634  31.1157
Si  5.7968  1.3647  31.0623
Si  9.6697  1.3555  31.0918
Si  0.0112  5.4632  31.0909
Si  3.8712  5.4699  31.097
Si  7.7413  5.4605  31.1227
Si  1.9403  6.8347  31.0693
Si  5.8055  6.8249  31.1164
Si  9.6789  6.8199  31.1406
Si  1.9347  2.7461  0.9857
Si  5.7973  2.7434  0.9256
Si  9.6696  2.7366  0.9726
Si  -0.007  4.1025  0.9569
Si  3.8677  4.1135  0.9758
Si  7.7401  4.1047  0.998
Si  1.9344  8.2116  0.9399
Si  5.801  8.2213  0.9642
Si  9.6696  8.2165  1.0006
Si  0.0002  9.5812  0.9682
Si  3.8641  9.5859  0.9588
Si  7.7404  9.5731  0.9745
Si  11.6248  0.0287  2.9003
Si  3.858  0.0166  2.9146
Si  7.7343  0.0201  2.8882
Si  1.9426  1.4007  2.9252
Si  5.8091  1.3652  2.8325
Si  9.6674  1.3537  2.9109
Si  11.5675  5.5016  2.8593
Si  3.8791  5.4997  2.9098
Si  7.7427  5.5076  2.9208
Si  1.9132  6.8243  2.8555
Si  5.8149  6.859  2.8864
Si  9.6638  6.8926  2.9581
Si  1.9268  2.8431  4.8119
Si  5.8364  2.7329  4.7331
Si  9.6159  2.8481  4.7664
Si  11.5703  4.1575  4.7887
Si  3.9262  4.1132  4.8258
Si  7.7115  4.2118  4.8995
Si  1.8908  8.1379  4.8084
Si  5.8003  8.2503  4.7952
Si  9.6704  8.2954  4.9077
Si  11.6231  9.6391  4.8496
Si  3.8149  9.4851  4.7914
Si  7.7393  9.641  4.8433
Si  11.6735  0.2042  6.7346
Si  3.7353  -0.0567  6.6576
Si  7.626  0.0045  6.8421
Si  2.0652  1.5455  6.7523
Si  5.6777  1.3033  6.6045
As  9.629  1.4932  6.8145
Si  11.5211  5.4977  6.7198
Si  3.9851  5.4331  6.8018
Si  7.7462  5.6751  6.8438
Si  1.9757  6.6397  6.6711
Si  5.8148  6.973  6.7577
Si  9.7593  7.0481  6.9261
O  10.0042  8.007  8.2945
O  7.6373  9.9438  8.1829
O  7.4269  4.7109  8.1641
O  3.3597  10.3658  8.2134
O  2.0337  7.5701  8.0311
O  4.0176  4.5892  8.258
O  9.7088  2.4022  8.3953
O  2.6192  2.3522  8.1282
O  11.3438  4.501  8.0345
O  5.368  2.3624  7.8336
O  5.8174  7.9762  8.0967
O  11.3577  10.3248  8.121
O  11.2814  10.0723  21.7984
O  3.2242  10.7174  21.531
O  5.7754  7.7585  22.1618
O  4.2185  4.4435  21.9509
O  7.674  9.6784  22.1911
O  10.3086  7.6659  22.1894
O  1.6098  2.3955  22.1209
O  5.9424  2.4312  21.8828
O  8.4469  4.6964  22.2193
O  -0.0725  4.4482  22.0391
O  2.3444  7.385  21.9433
O  9.1197  1.8742  21.8713
Si  1.915  7.8011  9.6163
Si  5.0347  0.5822  17.6944
Si  2.4907  5.4267  14.0246
Si  10.5693  3.8661  14.0821
Si  8.2747  2.3944  15.2729
Si  9.5435  2.2377  20.3451
Si  10.4917  3.6615  9.1336
Si  0.0481  2.342  11.5983
Si  11.0156  8.1485  15.3932
Si  5.1608  6.9446  13.9917
Si  5.7641  2.6253  11.1309
Si  8.5792  7.6627  19.3925
Si  8.1179  4.841  20.634
Si  5.9203  9.5919  15.2078
Si  2.1133  7.6318  20.355
Si  1.9305  4.8902  18.8003
Si  4.4945  3.4458  18.0172
Si  8.5002  8.9241  16.8233
Si  0.8295  9.4936  13.2905
Si  9.9164  10.6879  11.7086
Si  5.3495  3.7026  21.0203
Si  0.5912  5.5448  16.2758
Si  10.7968  9.1808  9.1381
Si  6.5607  8.8872  21.2882
Si  7.1075  7.119  11.4837
Si  2.6809  0.7468  12.2215
Si  10.8865  8.6682  21.0462
Si  6.0358  4.338  15.6397
Si  7.0942  0.4984  12.981
Si  4.0694  2.9845  8.6086
Si  0.8781  6.7486  11.9023
Si  6.5664  9.0517  9.0798
Si  0.6632  3.2821  21.1471
Si  9.8009  6.5054  12.895
Si  7.7156  4.5527  9.761
Si  3.9775  10.0725  20.2192
Si  4.2655  3.0476  13.5367
Si  3.8536  10.0258  9.7408
Si  8.0478  0.7752  18.0424
O  11.5386  3.2138  12.9581
O  9.3437  4.5402  9.9184
O  8.7999  3.598  19.8607
O  4.0296  -0.058  18.8113
O  11.3226  4.5558  15.3379
O  9.8625  9.858  10.2897
O  3.7715  1.5427  13.1425
O  0.6356  9.0807  14.8547
O  6.4683  0.9724  18.3983
O  4.7576  3.17  19.6083
O  6.255  1.1867  11.7501
O  0.5487  8.6616  9.8688
O  5.6387  4.3294  17.2329
O  8.4377  7.1781  12.3889
O  4.4193  2.6414  10.166
O  2.0732  5.6578  15.5809
O  3.3856  0.0781  10.9207
O  5.8832  7.2374  12.5488
O  2.327  6.3393  19.4089
O  0.655  4.9693  17.7928
O  8.4239  10.7068  12.3635
O  5.4736  10.0867  9.685
O  0.5885  8.1664  20.2102
O  9.7716  2.6133  14.7196
O  2.0053  10.5999  13.221
O  9.9369  9.1158  16.1039
O  6.1627  10.3607  13.7826
O  7.4732  1.6117  14.1007
O  1.6433  3.9046  20.0381
O  5.9021  5.8018  14.9176
O  7.3333  8.9352  15.7016
O  1.5187  1.6801  11.5981
O  7.2099  8.3142  10.3722
O  4.3284  1.9923  17.2819
O  7.0512  3.175  10.3021
O  11.5543  7.0328  16.4366
O  8.2733  10.1352  17.8494
O  3.2698  8.5493  10.109
O  7.5836  3.849  15.5263
O  3.133  4.3012  17.8985
O  2.9046  3.899  13.7015
O  1.34  8.2104  12.4428
O  1.2067  5.6838  13.0695
O  4.9693  8.3155  14.8598
O  11.1653  2.3844  20.3418
O  10.988  10.0043  12.7237
O  5.2974  3.585  12.3748
O  5.0861  3.207  14.9272
O  6.4863  4.7998  20.572
O  8.3779  1.5614  16.6601
O  10.4147  1.281  11.4606
O  10.8741  6.6245  11.6626
O  3.2374  8.6827  19.8481
O  1.7077  6.4511  10.5197
O  7.1609  8.1911  19.9675
O  8.5016  7.5804  17.7604
O  3.6733  6.4386  13.6083
O  9.5817  4.9549  13.3543
O  5.5089  9.982  20.7493
O  10.3167  7.3761  14.1519
O  8.7808  6.1592  19.9692
O  7.0311  5.7376  10.6297
O  5.2669  10.5493  16.3798
O  9.05  1.1406  19.2635
O  11.5892  3.2421  10.2441
O  9.7365  8.7041  19.8933

Results
free energy: -148856.689 eV
free energy less fixed offsets of As -4856.12, O -568.88, Si -635.61 eV per atom: -2.309 eV

Forces (eV/angstrom), in the order of the atoms: element, x, y, z
Si  -0.001  -0.0094  -0.0572
Si  -0.0155  0.004  -0.0627
Si  0.0008  -0.0077  -0.0524
Si  -0.0005  0.0029  -0.0572
Si  0.0076  0.007  -0.0573
Si  -0.0094  0.0093  -0.0561
Si  -0.0121  -0.0063  -0.0641
Si  0.0072  -0.0065  -0.0529
Si  0.008  -0.0102  -0.0469
Si  0.0072  0.0122  -0.0569
Si  -0.0012  0.0057  -0.0571
Si  0.0094  0.0059  -0.0527
Si  0.0042  0.0108  0.001
Si  0.0039  0.0056  -0.0032
Si  0.0011  -0.0016  -0.0009
Si  -0.0008  -0.0025  0.008
Si  -0.0021  -0.0041  0.008
Si  0.0022  -0.0028  0.0121
Si  -0.0024  0.008  0.0013
Si  0.0011  0.0048  0.0113
Si  -0.0035  0.0037  0.0135
Si  -0.0007  -0.0007  0.0001
Si  0.008  -0.0033  -0.0087
Si  0.0052  -0.0053  0.0004
Si  -0.0028  0.0012  0.0003
Si  0.001  0.0054  -0.008
Si  0.0027  -0.005  0.0088
Si  -0.0034  -0.0026  0.0065
Si  -0.0002  -0.0066  -0.0079
Si  0.0039  -0.0005  -0.0069
Si  -0.0033  0.0002  0.0031
Si  0.0029  0.0027  0.0046
Si  -0.0009  -0.0007  0.0025
Si  0.0001  -0.0077  -0.0083
Si  0.0031  -0.0021  0.0033
Si  -0.0059  0.0031  0.0065
Si  -0.0199  0.0053  -0.0031
Si  0.0038  0.0092  0.0081
Si  -0.0068  0.0039  0.0214
Si  0.0044  -0.009  -0.0121
Si  0.0125  0.007  -0.0019
Si  0.007  -0.0033  -0.0206
Si  -0.002  0.0049  0.0018
Si  0.0195  0.0008  -0.0243
Si  0.0058  -0.0092  -0.0221
Si  -0.0019  0.0009  0.0175
Si  -0.0112  0.0059  0.0358
Si  -0.0093  -0.001  -0.0144
Si  -0.0004  -0.0078  -0.0123
Si  -0.0005  -0.027  -0.0165
Si  0.0017  0.0067  -0.0042
Si  0.0014  -0.0031  0.0187
Si  -0.0056  -0.0031  -0.0099
Si  0.0015  0.0021  -0.0102
Si  -0.0019  0.002  -0.0121
Si  -0.0007  -0.0092  0.0036
Si  0.0067  -0.0021  -0.011
Si  0.0035  0.0083  -0.0119
Si  -0.0002  -0.0066  0.0069
Si  -0.0009  0.0035  0.0056
Si  0.002  0.0091  -0.0219
Si  0.004  0.0099  -0.0029
Si  -0.0083  0.0164  -0.024
Si  0.0137  0.0018  0.0081
Si  -0.0023  0.0169  0.0032
Si  -0.0133  -0.0047  -0.0071
Si  -0.0046  -0.0026  0.0069
Si  -0.0029  -0.0011  0.0124
Si  0.0114  -0.0041  -0.0232
Si  0.0168  -0.0073  -0.0231
Si  -0.0048  0.0099  -0.0198
Si  -0.0134  0.0008  -0.0134
Si  -0.0018  -0.0035  0.0079
Si  0.0007  -0.0087  -0.0032
Si  -0.0013  -0.0132  -0.002
Si  0.0022  0.0042  0.0002
Si  -0.007  0.0075  -0.0128
Si  0.0084  0.008  -0.0076
Si  0.0195  0.0006  -0.0271
Si  -0.0029  0.0056  -0.0082
Si  -0.0053  -0.0048  -0.0094
Si  -0.0049  0.017  -0.0153
Si  -0.003  0.0139  -0.0029
Si  -0.0015  -0.008  0.0129
Si  0.0027  0.0085  -0.0067
Si  0.0057  0.0064  0.0002
Si  -0.0033  0.0933  0.1068
Si  -0.0033  0.0578  -0.0319
Si  0.0039  0.0292  0.0099
Si  0.0041  0.0662  -0.0096
Si  -0.0013  -0.0092  0.0268
Si  0.0056  -0.0195  0.0277
Si  0.0153  -0.0285  0.0102
Si  0.0246  -0.0293  -0.0667
Si  -0.0035  0.0293  0.0001
Si  -0.0151  0.0155  -0.0574
Si  -0.0684  -0.1861  0.5421
Si  0.0048  -0.0621  0.086
Si  -0.1115  -0.2286  0.4138
Si  0.0613  0.065  0.0762
Si  -0.0492  0.077  0.0748
As  0.0751  0.1506  -0.1345
Si  0.0014  -0.074  0.0414
Si  0.0071  -0.0275  0.0465
Si  -0.0149  -0.0764  0.0771
Si  -0.0201  0.0568  0.0776
Si  -0.0135  0.0289  0.0519
Si  0.0153  0.0259  0.082
O  -0.0305  -0.0317  -0.102
O  0.0699  0.0758  -0.1458
O  0.006  0.055  -0.1293
O  0.0108  0.0453  -0.1563
O  0.0029  -0.0352  -0.1485
O  -0.0047  0.0129  -0.0812
O  -0.0856  -0.2826  -0.3638
O  -0.0446  -0.0457  -0.1162
O  -0.0026  0.0208  -0.0672
O  0.0291  -0.0453  -0.1161
O  0.0107  -0.0164  -0.0684
O  -0.0143  0.1382  -0.2303
O  0.0082  0.0362  0.0867
O  -0.0013  0.0239  0.1044
O  -0.0052  -0.0286  0.0822
O  -0.0162  0.0238  0.0858
O  0.0101  0.0276  0.0813
O  -0.0148  -0.0268  0.0911
O  0.0157  -0.0306  0.0855
O  -0.0018  -0.0341  0.0792
O  -0.0051  0.0221  0.1038
O  0.0013  0.0331  0.0881
O  0.0015  -0.0295  0.1119
O  -0.0011  -0.0255  0.1044
Si  -0.0025  -0.042  0.204
Si  0.0048  0.0094  -0.0197
Si  0.0086  0.0036  0.1063
Si  -0.0059  0.0001  0.1079
Si  0.0012  0.0104  0.0829
Si  0.0039  -0.0038  -0.1232
Si  0.1435  0.1948  0.214
Si  0.0297  0.0138  0.2465
Si  -0.012  0.0009  0.0859
Si  -0.0151  -0.0074  0.1385
Si  0.0082  -0.0177  0.2548
Si  0.0027  -0.0078  -0.0747
Si  0.0029  0.011  -0.123
Si  0.0053  -0.0042  0.0923
Si  -0.0023  -0.0029  -0.1234
Si  0.0061  0.0014  -0.0622
Si  -0.0114  0.0009  -0.042
Si  -0.003  0.0066  0.0135
Si  0.0011  -0.0149  0.1377
Si  0.0057  0.014  0.2325
Si  0.0073  0.0024  -0.1312
Si  0.0001  0.0036  0.037
Si  0.0209  -0.0473  0.2431
Si  -0.0046  0.0048  -0.1254
Si  0.0056  -0.0261  0.2409
Si  -0.0113  0.0156  0.1908
Si  0.009  -0.0064  -0.1319
Si  0.0141  0.0059  0.0616
Si  -0.0073  -0.0023  0.1854
Si  0.011  0.0329  0.2087
Si  -0.0197  -0.0295  0.1969
Si  -0.0296  -0.0427  0.2046
Si  -0.0006  0.0003  -0.1351
Si  0.0183  -0.014  0.1417
Si  -0.0833  0.0552  0.2242
Si  0.0099  -0.009  -0.1242
Si  -0.0134  0.028  0.1473
Si  -0.0241  -0.0073  0.2462
Si  -0.0097  -0.009  -0.0259
O  0.011  -0.049  -0.148
O  0.0246  -0.1627  -0.1715
O  -0.0023  0.0035  0.0433
O  -0.0052  -0.0104  0.0422
O  -0.015  -0.0112  -0.0473
O  0.0265  -0.0469  -0.1758
O  -0.0168  -0.0265  -0.0756
O  0.0134  0.0151  -0.0663
O  0.0009  0  0.0137
O  0.0086  0.0033  0.062
O  -0.024  0.0387  -0.1105
O  -0.035  0.0359  -0.0956
O  0.0031  0.0022  -0.0108
O  -0.0476  0.013  -0.0905
O  -0.0436  0.0091  -0.1486
O  0.0082  -0.0021  -0.0432
O  0.0345  -0.0399  -0.1366
O  0.0457  0.0063  -0.1216
O  0.0013  0.0154  0.0397
O  0.0009  0.0046  0.0023
O  0.0448  -0.0091  -0.0879
O  0.0331  -0.0021  -0.0851
O  -0.007  0.001  0.0472
O  0.019  0.0104  -0.0474
O  0.0135  0.0243  -0.0671
O  0.0169  -0.0076  -0.0276
O  0.0166  0.0273  -0.0806
O  -0.0161  -0.0292  -0.08
O  -0.0134  -0.0128  0.0597
O  -0.0089  0.0205  -0.0462
O  -0.0139  0.0057  -0.029
O  -0.04  0.0328  -0.0767
O  -0.0118  0.0666  -0.1523
O  0.0031  0.002  0.0042
O  0.0318  0.0501  -0.0877
O  -0.0018  0.0073  -0.0241
O  0.0012  -0.0018  0.006
O  0.012  0.0213  -0.0827
O  0.0007  -0.0054  -0.0222
O  -0.0043  0.0015  0.015
O  0.0095  -0.0145  -0.0486
O  0.0064  -0.0069  -0.0792
O  -0.0166  0.0184  -0.078
O  -0.0025  -0.0143  -0.0462
O  0.0071  0.0035  0.048
O  -0.0437  0.0257  -0.0965
O  0.0327  -0.0125  -0.1156
O  -0.021  -0.0158  -0.0622
O  -0.0053  -0.0027  0.0444
O  0.0026  0.0118  -0.0241
O  0.015  0.0107  -0.0657
O  0.0119  0.0099  -0.0725
O  -0.003  0.0035  0.0425
O  0.0252  0.0296  -0.1199
O  -0.0168  0.0121  0.0548
O  0.0008  -0.0025  0.0159
O  0.0013  0.0027  -0.047
O  0.0071  0.0162  -0.0606
O  0.0098  -0.0047  0.053
O  -0.0117  -0.0192  -0.0743
O  -0.0035  -0.0151  0.0433
O  0.0393  -0.0531  -0.1103
O  0.0055  -0.0097  -0.0261
O  0.0102  0.0115  0.0438
O  -0.0985  -0.0163  -0.1327
O  0.0135  0.0046  0.0487

The program warned: the cutoff lies below the one the program advises for these potential files; the forces do not sum to zero within the program's tolerance; the exchange-correlation potential is rough where the density is thin.
